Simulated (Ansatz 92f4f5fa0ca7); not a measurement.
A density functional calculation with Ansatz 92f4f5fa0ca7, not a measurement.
Periodic cell of 211 atoms, Si125O78P8, from a study of silicon, its oxide and their interface. The atomic structure is a simulated model.
Doubt: the cutoff is far below the 930 eV that the study's wrapper takes by default for these files, so forces and energies are approximate.
This geometry differs little from another in the collection (a relaxation step or a small displacement).

Settings
functional: PBE
potential files: Ansatz PAW
basis: plane waves
wave-function cutoff: 580 eV
density cutoff ratio: 5
exchange-correlation grid ratio: 1
k mesh: 1 x 1 x 1, Gamma-centred
self-consistency stop: 5e-08 eV per atom in the density residual
occupations: fixed
spin: none
net charge: 0

Cell vectors (angstrom)
a 10.938 0 0
b 0 10.938 0
c 0 0 31.5098

Atoms: element, x, y, z (angstrom)
Si 0.5472 10.5329 24.2319
Si 6.1535 10.5447 23.9387
P 2.2679 3.2592 24.0862
P 7.7373 3.3108 24.0644
P 0.533 4.9119 24.0562
P 5.9747 4.937 24.0705
Si 2.3148 8.6974 24.0422
Si 7.7018 8.5935 24.1025
Si 1.4436 1.4719 25.4345
Si 6.9165 1.4694 25.3156
Si 4.1234 4.0973 25.389
Si 9.5959 4.1165 25.3809
Si 1.3973 6.7689 25.291
Si 6.8039 6.7464 25.3767
Si 4.1827 9.6406 25.2376
Si 9.5926 9.5294 25.3353
Si 2.8161 0.039 26.7089
Si 8.2443 0.031 26.6961
Si -0.0419 2.7116 26.7507
Si 5.4459 2.6778 26.7237
Si 2.7857 5.5042 26.7252
Si 8.2538 5.5015 26.7404
Si 0.0021 8.1248 26.6958
Si 5.4342 8.1802 26.6889
Si 4.1018 1.3673 28.0915
Si 9.5708 1.3673 28.0915
Si 1.3673 4.1018 28.0915
Si 6.8362 4.1018 28.0915
Si 4.1018 6.8362 28.0915
Si 9.5708 6.8362 28.0915
Si 1.3673 9.5708 28.0915
Si 6.8362 9.5708 28.0915
Si 0 0 29.4588
Si 5.469 0 29.4588
Si 2.7345 2.7345 29.4588
Si 8.2035 2.7345 29.4588
Si 0 5.469 29.4588
Si 5.469 5.469 29.4588
Si 2.7345 8.2035 29.4588
Si 8.2035 8.2035 29.4588
Si 1.3673 1.3673 30.826
Si 6.8362 1.3673 30.826
Si 4.1018 4.1018 30.826
Si 9.5708 4.1018 30.826
Si 1.3673 6.8362 30.826
Si 6.8362 6.8362 30.826
Si 4.1018 9.5708 30.826
Si 9.5708 9.5708 30.826
Si 2.7345 0 0.6835
Si 8.2035 0 0.6835
Si 0 2.7345 0.6835
Si 5.469 2.7345 0.6835
Si 2.7345 5.469 0.6835
Si 8.2035 5.469 0.6835
Si 0 8.2035 0.6835
Si 5.469 8.2035 0.6835
Si 4.1018 1.3673 2.0507
Si 9.5708 1.3673 2.0507
Si 1.3673 4.1018 2.0507
Si 6.8362 4.1018 2.0507
Si 4.1018 6.8362 2.0507
Si 9.5708 6.8362 2.0507
Si 1.3673 9.5708 2.0507
Si 6.8362 9.5708 2.0507
Si 0 0 3.418
Si 5.469 0 3.418
Si 2.7345 2.7345 3.418
Si 8.2035 2.7345 3.418
Si 0 5.469 3.418
Si 5.469 5.469 3.418
Si 2.7345 8.2035 3.418
Si 8.2035 8.2035 3.418
Si 1.3811 1.3993 4.7235
Si 6.866 1.4295 4.8185
Si 4.0454 4.0896 4.7683
Si 9.5012 4.0608 4.7854
Si 1.395 6.8889 4.8436
Si 6.8527 6.8934 4.7888
Si 4.0832 9.4852 4.8037
Si 9.5213 9.5413 4.7848
Si 2.6303 -0.0555 6.0416
Si 8.25 0.0308 6.1757
Si -0.045 2.649 6.0924
Si 5.442 2.8139 6.1564
Si 2.7735 5.4718 6.1991
Si 8.1046 5.4424 6.1433
Si -0.0338 8.2567 6.2103
Si 5.4738 8.1578 6.2541
Si 4.4374 0.9054 7.2951
P 10.097 0.85 7.4379
Si 0.8198 4.5114 7.3715
P 6.3018 4.6125 7.4647
P 4.6146 6.2984 7.4939
Si 9.9726 6.3054 7.4492
P 0.8515 10.0996 7.4381
Si 6.3319 10.1778 7.5074
O 9.5043 6.4577 9.0371
O 0.9539 3.863 8.8923
O 3.631 1.1591 8.7195
O 6.7225 10.1824 9.1344
O 11.0463 0.2017 22.7718
O 2.9044 8.4139 22.5033
O 6.1166 10.9141 22.2773
O 7.885 8.0721 22.5379
Si 3.9841 10.5875 19.0248
Si 8.3208 7.7711 21.0182
Si 6.5886 4.8191 17.9118
Si 3.9509 9.3142 14.5503
Si 10.9247 9.2288 19.9223
Si 3.5732 1.492 10.2947
Si 2.7 1.37 16.9124
Si 9.2634 5.5749 19.4255
Si 4.9256 7.7941 12.0349
Si 8.9937 6.996 10.4814
Si 7.7247 1.4415 15.5648
Si 7.1411 0.5436 21.1074
Si 2.5699 7.426 16.3917
Si 10.2375 0.6938 21.4788
Si 10.6175 7.7295 17.4228
Si 3.9378 6.4546 18.8556
Si 2.4669 6.285 11.9734
Si 5.8674 2.5827 11.9053
Si 0.1845 8.2472 12.4732
Si 6.9536 5.3233 12.1397
Si 1.4614 3.8152 10.4238
Si 6.74 9.748 16.0893
Si 2.9792 4.9788 14.5618
Si 8.9023 8.2369 14.8176
Si -0.0879 4.0952 14.9656
Si 2.1201 10.8192 12.4834
Si 5.5235 2.4442 19.5489
Si 7.9435 5.3901 14.9795
Si 6.6532 9.2314 18.9828
Si 10.9861 2.9925 19.8552
Si 4.8715 2.4861 14.9032
Si 2.9473 3.5963 19.196
Si 2.8052 8.4905 20.8816
Si 10.6674 2.1029 16.9449
Si 6.9852 9.4752 10.5805
Si 0.0376 2.099 12.5908
Si 8.245 0.8363 12.4476
O 8.8435 6.2421 20.8553
O 4.8301 1.0134 19.2224
O 9.8836 6.6434 18.3712
O 6.0586 6.6603 12.1599
O 0.3217 3.171 11.396
O 5.2053 9.7272 15.522
O 7.1209 8.8863 17.443
O 10.433 2.2794 21.1994
O 6.0798 3.2735 18.2319
O 5.062 9.4109 18.7393
O 8.0422 0.8924 14.0653
O 7.0767 0.3268 16.5491
O 2.9425 2.7283 17.8037
O 3.5547 7.2942 11.281
O 0.0756 3.6305 16.5134
O 2.795 2.8991 10.5528
O 8.6393 0.4909 21.7426
O 1.3583 1.2337 12.9963
O 7.928 4.9314 18.8012
O 1.3159 7.1078 12.8089
O 10.4726 2.9063 13.9141
O 9.1826 1.7983 16.269
O 6.4378 2.4964 15.4593
O 4.5378 8.1705 13.5663
O 7.283 4.7168 13.642
O 3.7584 7.2782 20.2793
O 1.2227 8.3234 20.491
O 2.972 10.9366 17.7877
O 5.0467 2.2251 13.2909
O 4.2845 3.3494 20.1235
O 7.7748 9.3982 14.8807
O 7.4122 2.0938 11.8727
O 10.5422 2.0851 18.5632
O 10.025 8.461 13.6643
O 1.0203 7.1138 16.7474
O 1.7717 5.3583 10.8424
O 9.658 8.1866 16.229
O 10.2896 7.7041 11.1854
O 5.1074 1.7214 10.7645
O 1.0922 1.2574 16.4762
O 2.7357 8.7786 15.5034
O 3.8252 1.45 15.6877
O 5.4359 5.8941 18.4219
O 10.9399 10.8221 20.2379
O 7.7559 10.4117 11.686
O 8.3429 5.7392 11.3415
O 10.3886 4.4765 19.7288
O 6.6956 2.0678 20.6356
O 3.2207 6.2076 15.5658
O 7.2174 10.5697 19.74
O 2.9051 5.1848 18.8468
O 6.0016 4.1597 11.4892
O 3.2008 10.0043 20.3403
O 1.017 9.6326 12.2298
O 2.8553 0.246 11.0702
O 3.2586 10.4511 13.5999
O 7.0798 7.9943 19.9604
O 10.9196 9.0659 18.3036
O 4.0851 3.9045 15.0652
O 7.9224 6.9638 14.6221
O 3.4223 7.5417 17.7601
O 7.0743 5.0704 16.3453
O 7.863 8.143 10.2758
O 1.6539 3.1319 20.0422
O 9.5593 8.7374 20.6364
O 9.82 1.0565 12.1152
O 1.3806 4.6336 14.5403
O 3.3113 5.3491 13.0135
O 5.5337 9.0583 11.2102
O 9.553 5.076 15.0277

Results
free energy: -129869.510 eV
free energy less fixed offsets of O -568.88, P -755.39, Si -635.61 eV per atom: -2.500 eV

Forces (eV/angstrom), in the order of the atoms: element, x, y, z
Si -0.024 -0.0352 0.0294
Si -0.055 -0.0494 0.0109
P 0.0014 0.0505 0.1177
P 0.0273 0.0769 0.1271
P -0.0025 -0.0288 0.1122
P -0.0172 -0.0535 0.127
Si 0.064 0.0597 0.0228
Si 0.0342 0.0384 -0.0027
Si -0.0458 0.0328 -0.1197
Si -0.0639 -0.0048 -0.1003
Si 0.0014 -0.015 -0.1914
Si -0.0082 0.0177 -0.2007
Si 0.0309 -0.0393 -0.0888
Si 0.0325 -0.0214 -0.1048
Si -0.0008 0.0056 -0.0315
Si -0.0026 -0.0006 -0.0203
Si 0.0608 -0.0811 0.0597
Si 0.0744 -0.0471 0.0811
Si 0.0567 -0.0097 0.0148
Si 0.0408 0.0317 -0.0286
Si -0.0396 -0.0054 -0.0342
Si -0.0526 -0.0279 -0.0081
Si -0.0568 0.0598 0.0718
Si -0.0621 0.0365 0.0651
Si 0.1358 -0.1088 0.6104
Si -0.1094 -0.1878 0.4532
Si 0.0159 0.1323 -0.3293
Si 0.0515 -0.0801 -0.4026
Si 0.0569 0.3043 0.35
Si 0.2152 0.1102 0.4826
Si 0.1502 -0.0659 -0.5811
Si 0.0061 0.0321 -0.4974
Si -0.0321 0.054 -0.0157
Si -0.0326 0.0696 0.023
Si 0.0394 -0.0214 -0.0343
Si -0.0151 -0.0463 0.0159
Si -0.013 0.0505 0.0328
Si 0.0102 0.0613 -0.0047
Si 0.0282 -0.015 0.0184
Si 0.0642 0.0172 -0.0415
Si 0.0579 0.0151 -0.0038
Si 0.0455 -0.027 -0.0014
Si -0.0782 -0.0457 -0.0067
Si 0.0072 -0.0303 -0.0063
Si -0.0161 0.0164 -0.0017
Si 0.0292 0.0328 0.001
Si -0.0028 -0.021 -0.009
Si -0.0396 -0.0435 0.0062
Si 0.0277 -0.0151 0.0059
Si 0.0266 0.0989 0.0028
Si -0.086 -0.0143 0.0154
Si 0.0207 -0.0113 -0.0047
Si 0.0435 0.0812 -0.007
Si 0.0209 -0.016 0.0048
Si 0.0374 -0.0331 0.0057
Si -0.0901 0.0026 0.0115
Si -0.0462 0.0388 0.0329
Si -0.0613 -0.0432 -0.0052
Si 0.0556 -0.0441 -0.0043
Si 0.0378 -0.0553 -0.004
Si -0.0726 -0.0448 -0.0186
Si -0.0316 0.0307 0.0336
Si 0.0073 -0.0129 0.0152
Si 0.0625 -0.0299 -0.001
Si -0.2128 -0.1239 0.1337
Si 0.0122 -0.0146 0.6253
Si 0.0299 0.0804 -0.6143
Si -0.1841 -0.0648 -0.6433
Si 0.0029 0.0429 0.6387
Si -0.0783 0.1488 0.3316
Si -0.023 -0.2563 -0.4019
Si -0.0563 0.002 -0.4062
Si -0.0525 -0.0427 0.0087
Si 0.0427 0.0171 -0.1096
Si 0.0729 0.0628 0.0555
Si -0.0253 -0.0274 -0.0946
Si 0.0193 0.0353 -0.1201
Si -0.0707 -0.0548 0.0327
Si -0.0381 -0.0017 -0.1001
Si 0.059 0.0396 0.0566
Si 0.0208 0.046 0.1229
Si -0.0262 -0.0685 0.13
Si 0.0608 -0.0009 0.1182
Si -0.0663 0.0404 0.1188
Si 0.0394 -0.0693 0.1332
Si 0.0197 0.0698 0.1293
Si -0.0668 -0.0058 0.1335
Si 0.0773 -0.0052 0.1329
Si -0.0053 -0.0516 -0.0464
P 0.0237 -0.0031 -0.0868
Si -0.049 -0.0091 -0.0426
P -0.0368 0.0251 -0.0895
P 0.0297 -0.0234 -0.1068
Si 0.0045 -0.0036 -0.0364
P -0.0437 0.0401 -0.1163
Si 0.0058 0.0064 -0.0309
O -0.0063 0.0024 -0.0005
O 0.0066 -0.0102 -0.005
O -0.0058 0.0016 -0.0254
O 0.0103 0.0007 0.0118
O 0.0126 0.0035 0.0339
O -0.0121 -0.0094 0.0105
O 0.0208 0.0291 -0.0078
O -0.0114 -0.0056 0.0032
Si 0.0036 0.0008 0.0005
Si -0.0087 0.0215 0.0134
Si -0.0024 -0.0038 -0.0051
Si 0.0008 0.0006 -0.0101
Si -0.0037 -0.0005 -0.0028
Si 0.0055 0.01 0.0339
Si 0.0015 0.0045 -0.0048
Si -0.0039 0.0077 -0.0216
Si 0.0072 0.019 0.0209
Si 0.003 0.0094 0.0038
Si 0.0015 -0.0003 -0.0072
Si -0.0095 -0.0251 -0.0062
Si 0.0011 -0.0014 -0.0033
Si -0.0032 -0.0295 -0.0349
Si 0.0011 0.0055 -0.0002
Si -0.003 0.0016 -0.0099
Si -0.017 -0.0041 0.0164
Si -0.0058 -0.0145 0.0154
Si -0.0045 -0.009 0.0077
Si 0.0098 0.0055 0.0192
Si 0.0045 0.0051 0.0175
Si 0.0006 0.0009 -0.0034
Si -0.0004 -0.0008 -0.0075
Si 0.0033 -0.0003 -0.0085
Si 0.0014 -0.003 -0.006
Si 0.0023 0.0041 0.0176
Si -0.0025 -0.0106 -0.0197
Si -0.0024 -0.0025 -0.0022
Si 0.0028 0.0031 0.0014
Si 0.0013 -0.0164 -0.0302
Si -0.002 0.0005 -0.0084
Si -0.0007 -0.0005 -0.0275
Si -0.0093 0.0107 -0.0135
Si -0.0032 0.0002 -0.0013
Si 0.0048 0.0029 0.0001
Si 0.003 0.0046 0.0142
Si -0.0036 -0.0071 0.0097
O 0.0086 -0.0153 0.0079
O -0.0002 0.0036 0.0044
O 0.0011 -0.0051 0.0077
O -0.0014 -0.0037 -0.0071
O -0.0035 -0.0069 -0.0074
O 0.0004 0.0009 0.0042
O -0.0009 -0.0006 0.0004
O -0.0087 0.0189 0.0176
O 0.0016 0.0023 0.0062
O -0.0009 0.0001 0.0043
O -0.0019 0.0014 0.0026
O -0.0004 -0.0002 0.005
O -0.0011 -0.0017 0.0058
O 0.0034 -0.001 -0.0241
O -0.0007 0.0004 0.0049
O 0.006 0.001 -0.0069
O 0.0168 0.0227 0.0042
O 0.0001 0.001 -0.0016
O 0.001 0.0026 0.0068
O 0.0035 0.0004 -0.0005
O 0.0017 0.0055 0.0037
O -0.001 0.0004 0.0026
O 0.0001 0.0004 0.0025
O -0.0033 0.0019 0.0019
O 0.001 0.003 -0.0015
O 0.0049 -0.0078 0.0126
O -0.0049 -0.0041 0.0027
O -0.0036 0.0023 0.0026
O 0.0017 0.0035 -0.0001
O -0.0023 0.004 0.0191
O -0.0006 0.0003 0.0024
O -0.0014 0.0039 -0.0076
O 0.0016 0.0037 0.0073
O -0.0035 0.0004 0.0062
O 0.0001 0.001 0.0017
O 0.0086 0.003 -0.0093
O -0.0019 0.0007 0.0057
O 0.0042 0.0049 -0.0066
O 0.0004 0.0087 -0.0111
O 0.0002 -0.0003 0.0025
O -0.0019 -0.0001 0.005
O -0.0007 0.0012 0.0016
O 0.0002 -0.0007 0.002
O 0.0009 0.0066 0.0139
O 0.0045 0.0055 0.0006
O -0.0059 -0.005 -0.0044
O -0.0037 0.003 0.0137
O 0.0068 0.0134 0.0201
O -0.0005 0.0041 0.0046
O -0.0036 -0.0033 -0.0002
O -0.0014 -0.0022 0.008
O -0.0028 0.0022 -0.0212
O -0.001 -0.0029 0.0073
O 0.0017 0.0019 -0.0086
O -0.0048 -0.005 -0.0181
O 0.0004 -0.0014 0.0027
O -0.0022 0.0002 0.001
O 0.0014 -0.0055 -0.0027
O -0.0003 -0.0004 0.0032
O 0.0008 -0.0002 0.001
O -0.0038 0.0003 0.0008
O 0.0004 0.002 0.002
O -0.0021 -0.0103 -0.0023
O 0.0008 0.0016 0.0194
O -0.003 -0.005 0.0015
O 0.0007 0.0013 -0.0139
O -0.0001 0.0005 0.0051
O 0.0018 -0.0013 -0.0009
O -0.0035 -0.0091 -0.0046
O -0.0014 0.0014 0.0025

The program warned: the cutoff lies below the one the program advises for these potential files; the exchange-correlation potential is rough where the density is thin.
